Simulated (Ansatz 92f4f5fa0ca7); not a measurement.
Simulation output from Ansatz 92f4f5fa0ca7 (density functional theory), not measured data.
Periodic cell of 223 atoms, Si133O90, from a study of silicon, its oxide and their interface. The atomic structure is a simulated model.
Doubt: the cutoff is low for norm-conserving oxygen, so forces and energies are approximate.
Doubt: the program's own warning below bears on the result.

Settings
functional: HSE06
potential files: SPMS norm-conserving
basis: plane waves
wave-function cutoff: 800 eV
density cutoff ratio: 4
exchange-correlation grid ratio: 1
k mesh: 1 x 1 x 1, Gamma-centred
occupations: fixed
spin: none
net charge: 0

Cell vectors (angstrom)
a	10.938	0	0
b	0	10.938	0
c	0	0	32.4885

Atoms: element, x, y, z (angstrom)
Si	0.2013	-0.1642	25.0842
Si	5.4009	0.1455	24.9736
Si	3.1174	2.3705	24.9802
Si	8.0633	3.0397	25.0196
Si	-0.2117	5.8109	24.8745
Si	5.8147	5.2378	25.2089
Si	2.4689	8.5605	25.0009
Si	8.5211	8.09	25.0659
Si	1.4417	1.3839	26.3362
Si	6.9278	1.3747	26.2931
Si	4.1458	4.0446	26.3304
Si	9.6596	4.1836	26.2893
Si	1.4009	6.8659	26.2623
Si	6.9483	6.881	26.4019
Si	4.1518	9.5775	26.3109
Si	9.6445	9.5896	26.4423
Si	2.7653	-0.0165	27.716
Si	8.2161	0.002	27.7147
Si	0.0273	2.7476	27.6686
Si	5.5057	2.688	27.7098
Si	2.7443	5.4518	27.6519
Si	8.2654	5.4644	27.735
Si	0.0453	8.1648	27.7361
Si	5.4788	8.1927	27.6985
Si	4.1018	1.3673	29.0703
Si	9.5708	1.3673	29.0703
Si	1.3673	4.1018	29.0703
Si	6.8362	4.1018	29.0703
Si	4.1018	6.8362	29.0703
Si	9.5708	6.8362	29.0703
Si	1.3673	9.5708	29.0703
Si	6.8362	9.5708	29.0703
Si	0	0	30.4375
Si	5.469	0	30.4375
Si	2.7345	2.7345	30.4375
Si	8.2035	2.7345	30.4375
Si	0	5.469	30.4375
Si	5.469	5.469	30.4375
Si	2.7345	8.2035	30.4375
Si	8.2035	8.2035	30.4375
Si	1.3673	1.3673	31.8048
Si	6.8362	1.3673	31.8048
Si	4.1018	4.1018	31.8048
Si	9.5708	4.1018	31.8048
Si	1.3673	6.8362	31.8048
Si	6.8362	6.8362	31.8048
Si	4.1018	9.5708	31.8048
Si	9.5708	9.5708	31.8048
Si	2.7345	0	0.6835
Si	8.2035	0	0.6835
Si	0	2.7345	0.6835
Si	5.469	2.7345	0.6835
Si	2.7345	5.469	0.6835
Si	8.2035	5.469	0.6835
Si	0	8.2035	0.6835
Si	5.469	8.2035	0.6835
Si	4.1018	1.3673	2.0507
Si	9.5708	1.3673	2.0507
Si	1.3673	4.1018	2.0507
Si	6.8362	4.1018	2.0507
Si	4.1018	6.8362	2.0507
Si	9.5708	6.8362	2.0507
Si	1.3673	9.5708	2.0507
Si	6.8362	9.5708	2.0507
Si	0	0	3.418
Si	5.469	0	3.418
Si	2.7345	2.7345	3.418
Si	8.2035	2.7345	3.418
Si	0	5.469	3.418
Si	5.469	5.469	3.418
Si	2.7345	8.2035	3.418
Si	8.2035	8.2035	3.418
Si	1.3577	1.3206	4.7708
Si	6.8006	1.3794	4.7952
Si	4.0556	4.139	4.794
Si	9.514	4.1456	4.7684
Si	1.3415	6.8448	4.7873
Si	6.7964	6.9095	4.8079
Si	4.1032	9.589	4.8506
Si	9.5563	9.5455	4.7035
Si	2.6814	-0.0522	6.2432
Si	8.1683	-0.0852	6.0423
Si	-0.1609	2.6379	6.0246
Si	5.4091	2.7401	6.1696
Si	2.6435	5.4933	6.2056
Si	8.1551	5.5224	6.1489
Si	-0.1589	8.1066	6.0968
Si	5.4672	8.273	6.3032
Si	3.742	1.6957	7.4827
Si	9.651	1.0565	7.4199
Si	1.3577	3.7999	7.2852
Si	6.5444	4.405	7.3969
Si	4.2701	6.646	7.5275
Si	9.2754	7.0006	7.6269
Si	0.9061	9.716	7.3532
Si	7.1771	9.4107	7.5978
O	9.5562	6.9224	24.5393
O	4.2634	1.2611	24.5676
O	8.2179	8.2015	8.1026
O	2.5687	2.8105	7.7882
O	6.881	4.1219	24.592
O	1.3123	9.6646	24.5731
O	3.798	7.2568	8.9992
O	0.0145	0.1075	7.7459
O	5.388	5.4838	7.871
O	6.888	10.4164	8.9108
O	9.8361	6.2577	9.0201
O	2.7688	10.3174	9.5236
O	4.2717	1.4021	9.0351
O	0.3479	4.0668	8.5691
O	8.927	1.2564	8.907
O	0.5482	10.4071	11.0396
O	8.109	8.9256	23.7056
O	8.7725	2.5284	23.6211
O	5.0977	6.112	24.0179
O	2.5537	2.7808	23.5092
O	10.3888	0.4173	23.736
O	0.3041	5.3494	23.3735
O	3.038	8.0679	23.5489
O	5.9937	10.4923	23.541
Si	9.8805	1.6548	22.8018
Si	2.9157	7.7015	21.9716
Si	4.9259	10.1244	15.5897
Si	9.8573	-0.0679	17.823
Si	4.5739	0.5593	13.0155
Si	4.7724	5.2387	11.735
Si	7.6925	0.6314	9.7947
Si	1.7972	2.8535	22.0827
Si	6.1488	2.6526	19.3629
Si	6.1396	7.6444	18.5323
Si	6.8299	3.5226	10.2874
Si	3.323	12.6049	19.6146
Si	2.7333	6.8603	10.1815
Si	5.5635	15.0933	14.4205
Si	10.9875	-2.8624	17.7296
Si	13.4695	-1.7393	17.038
Si	8.0682	11.3688	20.4951
Si	3.3836	11.6542	10.2084
Si	6.7793	7.3306	12.8642
Si	9.817	6.0301	19.6397
Si	-4.029	-1.5298	22.7158
Si	6.1197	6.5688	15.781
Si	12.46	12.1541	16.9761
Si	7.4219	10.4515	12.5921
Si	11.0753	5.321	9.5784
Si	5.422	6.571	22.5003
Si	6.9984	5.4704	20.4008
Si	2.0061	2.0351	13.9478
Si	5.9642	1.8206	16.3275
Si	1.5454	9.4404	10.1525
Si	0.8485	0.9689	11.6418
Si	-2.7132	4.7468	12.8325
Si	0.8704	5.5286	21.8418
Si	3.9451	-1.3928	19.7077
Si	19.5449	6.7136	17.2824
Si	7.863	10.7167	15.4291
Si	-0.0193	3.619	12.2941
O	10.8083	7.2428	19.1394
O	2.1208	1.5979	10.7818
O	18.6071	6.1321	16.1088
O	1.7669	13.0155	15.5797
O	9.0444	10.405	16.4838
O	0.219	2.5411	22.3386
O	2.1791	8.1831	10.9894
O	-5.5745	4.1432	10.6706
O	6.7924	1.3824	20.1536
O	12.3864	-2.954	16.8768
O	5.4889	7.3092	17.0775
O	-0.311	13.0741	11.5965
O	6.1284	7.3759	14.3662
O	1.2267	11.705	13.2333
O	7.388	12.245	15.7268
O	5.7377	6.5568	11.8638
O	4.3228	10.2914	14.0804
O	9.1737	1.1318	21.4471
O	-0.1435	9.6093	18.2258
O	5.9671	6.3384	19.4808
O	6.2721	2.5333	17.7409
O	-0.2192	5.1732	20.673
O	7.7507	7.8076	18.2105
O	7.2967	3.9648	8.7925
O	17.1662	0.6193	12.9574
O	2.0083	4.3943	21.5989
O	9.2004	5.4688	18.2048
O	1.488	6.1886	9.4126
O	-2.5173	-0.4142	13.8987
O	9.8662	7.535	16.6694
O	6.7616	1.8928	10.2693
O	8.1523	6.402	12.8325
O	-3.9262	3.9517	19.8311
O	10.8747	1.1913	17.4719
O	4.0677	11.158	19.744
O	5.4013	8.9181	19.2431
O	8.1748	-0.0594	11.207
O	15.4799	2.7649	19.6768
O	6.9657	-2.0596	12.391
O	5.2244	5.2463	15.5744
O	0.8641	8.8686	8.7944
O	4.2396	0.1853	11.476
O	6.4291	5.4443	21.9171
O	1.3263	3.3947	13.2509
O	7.4922	-0.876	21.3256
O	4.0287	6.5541	21.6643
O	16.2433	2.7709	15.1993
O	7.1121	4.206	13.9
O	13.7664	9.134	18.6244
O	3.5898	12.7425	13.4904
O	6.0363	8.0806	22.3622
O	4.8883	-10.3575	16.4739
O	3.324	9.0292	21.1218
O	7.9115	4.1219	11.3504
O	17.4714	-1.199	15.6236
O	2.4446	1.7823	18.221
O	3.3301	5.7803	11.2367
O	4.5797	4.4582	13.1581
O	0.0576	4.765	11.114
O	12.8651	-0.3065	16.5715
O	8.4395	6.243	20.5065
O	1.4559	7.0473	21.6385
O	8.8159	11.1045	19.059
O	25.7855	-1.9176	16.2022
O	2.3651	1.8647	20.921
O	-1.2461	4.156	13.2468

Results
free energy: -55383.063 eV
free energy less fixed offsets of O -447.96, Si -113.29 eV per atom: 0.907 eV
gap between the highest filled and lowest empty level on this k mesh: 1.212 eV

The program warned: the cutoff lies below the one the program advises for these potential files; the model core charge is not resolved on the grid; the forces do not sum to zero within the program's tolerance; the exchange-correlation potential is rough where the density is thin.
